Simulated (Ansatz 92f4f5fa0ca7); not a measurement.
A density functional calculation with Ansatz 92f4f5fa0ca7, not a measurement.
Periodic cell of 288 atoms, Si144O112H32, with a vacuum gap, from a study of silicon, its oxide and their interface. The atomic structure is a simulated model.

Settings: functional r2SCAN; potential files Ansatz PAW; basis plane waves; wave-function cutoff 800 eV; density cutoff ratio 5; exchange-correlation grid ratio 1; k mesh 1 x 1 x 1, shifted by 0.5 0.5 0 of a step; self-consistency stop 1e-11 eV per atom in the density residual; occupations fixed; spin none; net charge 0; applied field sawtooth along c, amplitude +0.015 V/angstrom in the program's sign convention, ramp centred at 0.9897 of c and 0.0206 of c wide, no dipole correction.

Cell vectors (angstrom)
a	10.88	0	0
b	0	10.88	0
c	0	0	48.643

Atoms and the computed forces on them: element, x, y, z (angstrom), force x, y, z (eV/angstrom)
Si	1.1019	2.9806	35.0795	0.0028	-0.0028	0.0366
Si	3.9052	5.6783	34.9356	0.0047	-0.006	0.0312
Si	0.4325	8.9721	34.9231	-0.0071	0.0052	0.034
Si	3.3435	0.8119	35.0056	-0.002	0.0083	0.0298
Si	-4.8232	3.3985	35.0242	-0.0028	0.0038	0.0286
Si	-2.2278	6.3013	34.9873	-0.0042	0.0018	0.0405
Si	6.4093	8.471	35.0594	0.0031	-0.0048	0.0287
Si	-1.6226	0.4551	35.0424	0.0056	-0.0007	0.0245
Si	2.2375	4.6393	36.2634	0.0046	-0.0063	-0.0198
Si	4.9214	7.2598	36.3589	0.0109	-0.0021	-0.0211
Si	2.1601	-0.8536	36.1837	-0.0059	0.0056	-0.0156
Si	4.867	1.9236	36.3785	-0.0064	0.0054	-0.018
Si	-3.2543	4.6179	36.274	-0.0055	0.0038	-0.0201
Si	-0.6175	7.3957	36.2923	-0.005	0.0037	-0.0143
Si	7.6056	10.1224	36.2408	0.0001	-0.0051	-0.0158
Si	-0.4601	1.8948	36.4301	0.0014	-0.0022	-0.0165
Si	0.8142	6.0098	37.5702	-0.001	0.0027	0.008
Si	3.5136	8.6835	37.584	-0.0066	-0.0004	0.0073
Si	0.8864	0.4821	37.7024	-0.0135	0.0023	0.0074
Si	3.5357	3.2996	37.7244	0.0016	0.0023	0.0078
Si	6.2821	5.9295	37.721	0.0069	-0.0057	0.007
Si	8.9416	8.7557	37.6743	0.0001	0.0024	0.0015
Si	6.2556	11.4286	37.646	0.0024	-0.0001	0.0159
Si	-1.8827	3.2912	37.6493	0	0.0011	0.0135
Si	-0.5223	4.656	38.9796	0.0045	0.0002	0.0205
Si	2.1588	7.3523	38.9671	-0.0103	-0.0057	0.0243
Si	-0.5344	10.0596	39.0322	-0.0009	-0.0084	0.0125
Si	2.198	1.8909	39.0387	0.0146	0.0071	0.015
Si	4.908	4.617	39.0779	0.0097	0.0028	0.0078
Si	7.6193	7.3533	39.0225	-0.0007	-0.0078	0.0125
Si	4.8823	10.0472	38.962	-0.0002	-0.0034	0.0241
Si	7.6199	1.9207	38.9914	0.0064	0.0143	0.017
Si	1.3574	-1.3414	9.687	0.0096	-0.0005	-0.0259
Si	4.0854	1.3309	9.6787	-0.0011	-0.0035	-0.022
Si	1.3574	4.0366	9.5574	0.0047	0.003	-0.0082
Si	4.0981	-4.0478	9.5428	-0.0051	-0.0033	-0.0075
Si	6.8187	-1.3413	9.6273	0.0044	0.0011	-0.0131
Si	-1.3808	1.3725	9.6415	-0.0017	0.0119	-0.0139
Si	6.8133	4.076	9.6845	0.0069	0.0071	-0.0222
Si	-1.3485	6.8093	9.6546	0.0006	-0.0011	-0.0199
Si	2.7115	0.0055	11.0808	0.0019	0.0088	-0.009
Si	5.4663	2.6729	11.0294	-0.0054	0.0019	-0.0119
Si	2.7705	5.4	10.799	-0.0028	-0.0001	-0.0037
Si	5.4082	-2.6789	10.924	0.0007	-0.0036	-0.0068
Si	-2.724	0.0148	11.0219	-0.0007	0.0028	-0.0054
Si	-0.0005	2.7266	10.9639	0.0013	0.0083	-0.0024
Si	8.1863	5.4546	11.026	0.0026	0.0064	-0.013
Si	-0.0256	-2.6905	11.0295	-0.0005	-0.0025	-0.0133
Si	1.3244	1.3942	12.3995	-0.0062	0.0088	0.0124
Si	4.0763	4.0843	12.2494	-0.0104	0.0132	0.0081
Si	1.4177	-4.1566	12.1299	0.0072	-0.005	0.01
Si	4.0948	-1.3669	12.4087	0.0047	-0.0075	0.0087
Si	-4.0909	1.3318	12.4561	0.0029	-0.0094	0.0128
Si	-1.3227	4.0832	12.3708	0.0101	-0.0012	0.0139
Si	6.7762	-4.015	12.265	-0.0099	0.004	0.0116
Si	-1.3634	-1.3083	12.4401	-0.0123	0.0023	0.0077
Si	-0.2224	0.2808	13.7985	0.005	0.0007	0.0319
Si	2.4802	3.0375	13.6056	0.0135	-0.0042	0.0288
Si	0.3232	-5.6127	13.5656	-0.0055	0.0103	0.0157
Si	2.9887	-3.1318	13.4752	-0.0124	0.0046	0.0244
Si	5.5981	-0.2179	13.8352	-0.0122	-0.0013	0.0198
Si	-2.45	2.4974	13.6846	-0.0048	0.0049	0.0219
Si	5.2745	5.6194	13.5351	0.0065	-0.0043	0.0277
Si	-3.0631	-2.4222	13.6255	0.0138	-0.0095	0.0267
Si	5.1517	-3.5791	17.6493	-0.0024	0.0059	0.0594
Si	-1.5373	-2.2784	22.2445	0.0028	0.0034	0.056
Si	1.1778	-0.7659	21.5343	0.0041	-0.0095	0.06
Si	0.8	3.8223	32.207	-0.008	0.0101	0.0534
Si	2.9832	5.8612	31.9924	-0.0129	0.0049	0.0529
Si	2.5581	2.4836	18.2966	-0.0111	0.0121	0.071
Si	3.2549	-4.9852	21.0734	-0.0053	0.0027	0.0612
Si	5.0104	5.033	29.7883	-0.0064	0.0058	0.0476
Si	0.2325	0.6521	18.997	-0.005	0.01	0.0752
Si	1.0495	2.0474	29.8763	-0.0081	-0.0018	0.0533
Si	4.2804	1.7487	15.9112	-0.008	0.0114	0.0646
Si	6.7537	-0.5477	21.6809	-0.0018	0.0116	0.0528
Si	6.5735	-0.6576	31.1473	-0.0094	-0.0029	0.0563
Si	5.7181	8.8641	26.5667	0.0137	-0.0045	0.0495
Si	-0.1491	8.053	24.7733	0.0098	-0.0021	0.0514
Si	-1.8758	2.0147	23.7045	-0.0018	-0.001	0.0599
Si	8.061	-4.3689	20.6326	0.0047	0.0047	0.0627
Si	2.8772	0.9689	23.401	0.0003	-0.0041	0.0651
Si	0.3312	9.8944	29.7293	-0.0032	0.0335	0.0581
Si	2.0269	1.5705	26.1895	0.0039	-0.0026	0.0534
Si	0.4298	-1.1429	16.564	-0.0023	0.005	0.0731
Si	5.5058	0.0462	24.3548	-0.0002	-0.0055	0.0637
Si	-2.1347	8.2513	30.5054	0.0088	-0.0067	0.0484
Si	5.3703	-2.8011	20.4377	0.0064	0.0082	0.058
Si	3.7478	2.5284	28.5423	0.0014	0.0059	0.047
Si	-1.4575	5.8096	32.0131	0.0028	-0.0069	0.028
Si	2.98	3.0135	21.3608	-0.0082	-0.0056	0.0648
Si	7.8259	-4.9929	17.6871	-0.0014	0.0085	0.0731
Si	-1.1609	-3.7697	15.6953	0.0034	-0.0025	0.0623
Si	-2.3962	4.0549	21.9776	0.0079	-0.0139	0.0509
Si	6.6041	3.8703	15.8224	-0.0005	0.0053	0.0552
Si	-3.2502	1.7854	32.7937	0.006	0.0037	0.0583
Si	2.671	-2.8701	16.4015	0.0081	-0.0083	0.0568
Si	2.9055	-5.339	18.0754	-0.0027	-0.004	0.0642
Si	0.1738	3.4369	27.3502	-0.0077	-0.0066	0.0529
Si	1.2683	9.479	26.8044	0.0019	0.0039	0.0645
Si	3.3469	7.5168	25.4462	-0.0004	-0.0047	0.0514
Si	0.3618	3.7063	22.9858	-0.003	0.0036	0.0498
Si	6.0015	0.3309	28.3006	0.0045	-0.0054	0.0627
Si	7.1433	1.7147	26.0232	-0.012	0.0043	0.0595
Si	-2.2759	1.4142	20.8241	-0.0113	-0.0026	0.0561
Si	1.6874	8.4451	32.1869	-0.0001	-0.004	0.0513
Si	1.2001	5.4832	25.4589	0.003	0.0001	0.0546
Si	7.5731	3.8683	30.6089	0.0377	-0.0029	0.0558
Si	7.1478	6.8139	28.2359	0.0039	-0.0011	0.0528
Si	-2.7996	4.0915	27.5078	0.0043	0.0134	0.0538
Si	2.3498	-3.0006	22.8356	-0.0074	0.0063	0.0598
Si	4.4296	9.7892	32.9303	0.0019	0.0051	0.0491
Si	0.8119	3.2664	40.3415	-0.0059	0.0095	0.1783
Si	3.5203	6.007	40.3522	0.0152	-0.0151	0.1737
Si	0.8208	8.6926	40.371	0.0092	0.0078	0.1891
Si	3.5655	11.4112	40.3677	-0.017	-0.0042	0.1964
Si	6.275	3.2514	40.3973	0.0001	0.0001	0.1858
Si	-1.8807	6.0001	40.3638	-0.0078	0.0001	0.1894
Si	6.2372	8.7069	40.3446	0.0198	-0.005	0.178
Si	-1.8976	0.5639	40.3466	0.0049	-0.0094	0.1767
Si	2.1741	4.6227	41.6922	-0.0097	0.0406	0.3479
Si	4.8865	7.3563	41.707	-0.0536	0.0264	0.3716
Si	2.188	10.0618	41.7183	-0.0077	-0.0172	0.2844
Si	4.9132	1.885	41.7365	0.0983	-0.0177	0.3899
Si	-3.2445	4.635	41.7274	0.0172	-0.0318	0.2885
Si	-0.5292	7.3427	41.7359	0.0052	-0.0258	0.3734
Si	-3.2615	-0.8097	41.6815	-0.051	0.0195	0.3048
Si	-0.552	1.9237	41.7053	0.0032	0.0017	0.355
Si	1.369	1.3326	6.9338	0.0346	0.0138	-0.3629
Si	4.0927	4.075	6.9439	0.0565	-0.0743	-0.3298
Si	1.3571	6.8136	6.9113	-0.0547	0.0348	-0.3417
Si	4.0827	-1.3525	6.9188	-0.0208	0.039	-0.3145
Si	6.7955	1.3752	6.927	-0.0341	0.0342	-0.2786
Si	-1.3663	4.0914	6.9203	0.0014	0.0059	-0.3029
Si	6.8326	-4.0944	6.9339	-0.0111	0.0123	-0.3887
Si	-1.3451	-1.3553	6.9509	-0.003	-0.0339	-0.2977
Si	0.0026	0.0057	8.3146	-0.0178	0.0173	-0.1861
Si	2.7452	2.6748	8.2717	0.0005	0.0092	-0.1736
Si	-0.0014	5.4532	8.2669	0.0116	-0.0095	-0.1809
Si	2.6946	-2.688	8.2656	0.0022	0.0022	-0.1867
Si	5.4429	0.0038	8.2822	0.0043	0	-0.1886
Si	8.1536	2.7376	8.2854	0.0173	-0.0116	-0.1876
Si	5.4779	5.4296	8.2814	-0.008	0.0026	-0.179
Si	8.1719	-2.7229	8.292	-0.0027	0.0156	-0.1732
O	-0.404	-2.4921	16.2971	-0.0069	-0.0084	-0.0238
O	1.2027	-0.0841	20.0729	-0.0093	0.0118	-0.0437
O	1.3993	4.1601	14.1381	-0.0014	0.0026	-0.0146
O	0.4302	-0.2555	15.2016	-0.006	0.0092	-0.0532
O	6.7383	-1.3369	14.2521	-0.0036	0.003	-0.0149
O	-0.2079	4.9025	31.5708	0.0027	-0.0048	-0.019
O	7.0769	3.2304	26.5768	-0.0057	-0.011	-0.0199
O	7.8364	3.2047	15.0235	0.0107	-0.0125	-0.0352
O	5.0137	9.9086	31.429	0.0061	0.0034	-0.0256
O	1.9282	6.994	31.528	-0.0044	-0.0039	-0.0209
O	6.0483	9.6299	25.1716	-0.0051	0.0134	-0.0342
O	1.9992	0.005	26.5366	0.0021	-0.0069	-0.0212
O	-0.3378	2.4965	23.821	-0.0013	0.0071	-0.0224
O	7.5301	7.405	34.5121	-0.0016	0.0041	-0.0163
O	2.1652	-4.2577	17.1097	-0.0032	0.0176	-0.0353
O	-0.206	-4.7007	14.8003	0.0147	-0.0183	-0.0355
O	-2.4424	-3.2575	14.8673	-0.02	0.0125	-0.0378
O	4.883	0.4018	15.1965	0.0149	-0.0134	-0.0442
O	4.4577	-3.9102	21.1626	-0.0014	0.0025	-0.0267
O	-0.597	-0.7008	34.5223	0.0023	-0.0063	-0.0094
O	4.9881	4.5252	34.5203	-0.0035	0.0041	-0.0131
O	5.547	9.0045	33.7895	-0.0127	0.0053	-0.0227
O	4.8686	-2.6192	18.9225	0.0023	-0.0047	-0.0459
O	5.5127	2.7494	16.1716	0.0035	-0.0032	-0.0183
O	-2.4598	1.3843	25.0646	0.0152	0.0052	-0.0336
O	-1.6028	5.7117	33.6114	0.0027	-0.0068	-0.0518
O	-1.1012	1.1271	19.7674	0.0201	-0.0125	-0.0322
O	2.2084	1.8948	34.5355	0.0007	0.0029	-0.0053
O	0.9377	9.2699	28.3674	0.01	-0.0034	-0.0453
O	0.5528	2.0931	26.5567	0.0029	-0.0094	-0.014
O	3.9336	-0.097	24.0072	-0.0091	0.0019	-0.0175
O	3.4666	6.28	33.4842	-0.0138	0.0005	-0.0406
O	3.6484	1.9055	22.3264	-0.0015	0.0097	-0.0272
O	3.196	2.4003	14.9139	-0.0167	0.0071	-0.0391
O	-1.1972	9.417	29.9081	0.0086	0.0048	-0.0197
O	-2.8417	3.6803	29.0736	0.0025	0.0033	-0.0463
O	7.1761	4.495	17.1927	-0.0111	-0.0147	-0.0338
O	3.0512	9.006	32.8201	-0.0065	-0.0022	-0.0217
O	-1.5568	-3.5503	21.2293	-0.0065	-0.0094	-0.0279
O	5.1565	9.9982	27.6041	-0.0059	-0.0176	-0.0214
O	2.3014	4.4031	32.0722	-0.0015	-0.0013	-0.0184
O	7.9314	-1.5465	22.1053	-0.0047	0.0011	-0.0194
O	3.5812	7.9677	23.8915	-0.0107	0.0056	-0.0406
O	1.9276	-1.5792	17.0455	-0.0025	-0.0046	-0.0272
O	3.7772	4.4192	21.4644	-0.0008	0.0041	-0.0268
O	3.5146	1.5665	17.3394	0.0154	-0.0033	-0.0418
O	7.3071	0.4749	20.5424	0.004	-0.0003	-0.0215
O	2.6503	2.012	29.6208	0.0072	-0.0053	-0.0227
O	2.5357	-5.0373	19.6251	-0.004	-0.0062	-0.0509
O	-2.5609	-5.0951	19.2199	-0.0086	-0.0055	-0.0551
O	-2.6216	2.9955	20.7612	0.0018	-0.0069	-0.0223
O	4.2982	-2.8363	16.4854	-0.0118	0.0084	-0.0173
O	-2.7686	5.2303	31.2771	-0.0086	-0.0093	-0.0225
O	-2.7786	2.6303	31.4995	-0.0056	0.0094	-0.0289
O	-1.4418	8.167	23.8147	-0.0144	-0.0006	-0.0385
O	-0.0637	9.2392	25.8838	-0.0053	-0.0107	-0.0304
O	0.7371	2.4296	31.4068	-0.0031	-0.0133	-0.038
O	5.9317	5.0277	14.9086	-0.0102	0.0085	-0.0361
O	0.3907	3.5803	33.7439	0.0015	0.0079	-0.0374
O	-1.8584	1.0725	22.3732	-0.0028	-0.0072	-0.0373
O	1.5959	0.2771	22.7009	-0.0114	-0.0054	-0.0231
O	5.9685	4.0017	30.5977	0.0121	0.001	-0.0168
O	5.4505	-1.3726	21.176	-0.0084	-0.0115	-0.0237
O	-2.6629	7.2872	29.3354	-0.0135	-0.0066	-0.0355
O	6.8614	-3.3606	20.3822	-0.0049	0.0012	-0.0216
O	5.7624	1.3833	25.2399	-0.0023	-0.0109	-0.0234
O	8.0635	3.3092	23.3569	-0.0052	0.0053	-0.0225
O	2.3159	-1.9305	21.6149	-0.0024	0.0074	-0.0229
O	7.5095	8.919	31.3061	0.0068	-0.005	-0.0232
O	2.3335	8.3868	26.3333	0.0079	-0.0122	-0.0243
O	-0.2219	-0.3279	17.7944	0.0072	-0.0183	-0.0478
O	4.1194	0.3261	33.6485	0.0055	-0.0064	-0.0236
O	4.1099	-4.2114	13.9832	-0.0019	0.0025	-0.0173
O	2.3492	1.8532	24.6391	0.0129	-0.0114	-0.0439
O	6.6131	2.6759	33.672	0.0067	-0.0079	-0.0302
O	6.319	0.269	22.992	0.0089	-0.0046	-0.0347
O	-0.8151	4.4338	22.1254	-0.0108	0.0013	-0.0229
O	1.1001	4.6434	26.8273	0.001	0.0066	-0.0325
O	1.4524	3.223	21.8864	0.0141	-0.0012	-0.0335
O	0.7348	8.2741	33.4817	0.0072	-0.0015	-0.0338
O	6.937	8.1199	27.3065	-0.009	0.0112	-0.0225
O	4.1457	5.8264	30.8872	0.0139	-0.0139	-0.0299
O	1.0782	8.2051	23.7464	0.0131	0.0014	-0.0275
O	-1.3318	3.7821	26.9654	0.0029	0.0004	-0.0228
O	0.3921	3.1912	28.9291	-0.005	0.0093	-0.0395
O	-1.3604	1.39	14.2127	-0.0011	-0.0031	-0.0187
O	2.7163	6.0398	25.4162	0.0005	0.004	-0.013
O	0.3837	0.6164	29.581	-0.0016	0.0171	-0.0154
O	2.2155	-2.7583	14.858	0.0074	-0.0039	-0.0456
O	5.0554	1.5889	28.6403	0	-0.0039	-0.0144
O	0.0314	6.6193	25.5	-0.0018	0.0065	-0.0245
O	-1.2737	7.34	31.5299	0.0019	0.0098	-0.0218
O	5.8326	6.1655	28.9541	0.0081	0.0068	-0.0249
O	6.731	-3.8039	17.4213	-0.0003	0.0018	-0.0181
O	7.2174	0.7374	27.3087	0.0023	0.0042	-0.0331
O	4.1209	4.087	28.8099	-0.0048	-0.0138	-0.0211
O	-0.3136	-1.3305	21.7875	0.0032	0.0016	-0.0251
O	-1.7074	-4.6908	16.8796	0.0132	0.0084	-0.0309
O	7.634	5.3811	21.7089	-0.002	0.0113	-0.0269
O	6.9548	0.4352	32.2609	0.0027	-0.0126	-0.0309
O	6.7336	-0.1318	29.6474	-0.0051	0.0076	-0.044
O	4.5038	-5.0608	17.8987	0.0015	0.0056	-0.0212
O	1.0174	4.636	24.1086	-0.0094	-0.014	-0.0331
O	2.5386	4.0103	17.7174	-0.0023	-0.0012	-0.0164
O	2.1949	-4.4691	22.1772	0.0081	-0.0129	-0.0361
O	1.0538	1.882	18.3312	0.0082	0.0066	-0.0283
O	-2.0168	1.3441	33.7292	-0.0076	0.0124	-0.025
O	3.0748	2.5061	19.8309	-0.0045	-0.0016	-0.0533
O	1.1581	9.4432	31.0418	-0.0057	0.0087	-0.0361
O	3.1274	2.367	27.0615	-0.0111	-0.0069	-0.0355
O	-3.1084	5.6533	27.3111	0.0097	-0.0053	-0.0142
O	4.7375	7.6303	26.2285	-0.0171	-0.0061	-0.0228
H	2.9999	3.8049	42.6246	-0.2578	0.2765	-0.295
H	1.3476	5.4398	42.6246	0.3036	-0.3363	-0.2619
H	4.0661	8.1795	42.6394	0.3479	-0.3252	-0.2516
H	5.7106	6.5368	42.6394	-0.2883	0.2494	-0.2936
H	3.0091	9.2393	42.6507	-0.3424	0.3269	-0.2511
H	1.3664	10.8838	42.6507	0.2627	-0.2575	-0.2837
H	4.0949	2.7103	42.6689	0.2379	-0.286	-0.2786
H	5.7409	1.0692	42.6689	-0.3566	0.324	-0.2248
H	-4.0723	5.4508	42.6598	0.29	-0.2487	-0.2835
H	-2.4261	3.8098	42.6598	-0.3042	0.3685	-0.2456
H	-1.3536	8.1619	42.6683	0.2914	-0.2685	-0.2606
H	0.2829	6.5113	42.6683	-0.3107	0.3208	-0.2498
H	-4.0805	0.0149	42.614	0.3376	-0.3322	-0.2659
H	-2.4409	-1.6327	42.614	-0.2846	0.2631	-0.3022
H	0.2694	1.1015	42.6378	-0.2498	0.2731	-0.2834
H	-1.3715	2.7478	42.6378	0.3288	-0.3384	-0.2706
H	0.5569	2.164	6.0014	0.2555	-0.2491	0.2821
H	2.1956	0.5155	6.0014	-0.4146	0.263	0.248
H	4.9131	3.2517	6.0114	-0.3281	0.3532	0.2323
H	3.2716	4.8975	6.0114	0.2587	-0.2712	0.3006
H	0.5357	7.6358	5.9789	0.3048	-0.3535	0.2298
H	2.1787	5.9916	5.9789	-0.2454	0.2897	0.2768
H	3.257	-0.5347	5.9864	0.3918	-0.2906	0.2327
H	4.901	-2.1778	5.9864	-0.2728	0.2285	0.2864
H	7.6232	0.5594	5.9946	-0.2768	0.2595	0.2755
H	5.9714	2.1947	5.9946	0.3401	-0.3285	0.2448
H	-2.1869	4.9144	5.9878	0.3377	-0.3861	0.2388
H	-0.542	3.2722	5.9878	-0.2458	0.2492	0.2845
H	7.6516	-4.919	6.0015	-0.3106	0.4104	0.2486
H	6.0049	-3.2786	6.0015	0.2399	-0.2668	0.2778
H	-0.5257	-2.1794	6.0185	-0.3103	0.3383	0.2653
H	-2.1635	-0.5302	6.0185	0.2756	-0.2685	0.2814

Results
free energy: -156495.668 eV
free energy less fixed offsets of H -15.71, O -570.45, Si -639.56 eV per atom: -5.908 eV

The program warned: the cutoff lies below the one the program advises for these potential files; the forces do not sum to zero within the program's tolerance; empty levels may hold ghost states of the PAW files; the exchange-correlation potential is rough where the density is thin.
